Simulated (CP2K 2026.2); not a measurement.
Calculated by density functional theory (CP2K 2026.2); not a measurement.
Periodic cell of 504 atoms, Si360O144, from a study of silicon, its oxide and their interface. The atomic structure is a simulated model.
Doubt: the forces sum to 1.70 eV/angstrom along one axis rather than to zero, so they err by at least 0.0034 eV/angstrom per atom on average; the grid cutoff is modest.

Settings: functional PBE; method Gaussian and plane waves; basis set DZVP-MOLOPT-SR-GTH; pseudopotentials GTH-PBE; grid cutoff 350 Ry, relative cutoff 50 Ry; k points Gamma only; occupations fixed; spin none; net charge 0.

Cell vectors (angstrom)
a 16.32 0 0
b 0 16.32 0
c -2.8141 -6.2073 34.0566

Atoms and the computed forces on them: element, x, y, z (angstrom), force x, y, z (eV/angstrom)
Si 1.628 14.672 0.129 -0.096 0.253 0.741
Si 3.855 1.785 0.175 0.133 -0.32 0.778
Si 1.463 3.823 0.167 -0.114 0.282 0.696
Si 4.403 6.527 0.232 -0.173 -0.045 0.727
Si 1.117 9.843 0.038 0.08 -0.205 0.735
Si 3.806 12.436 0.188 0.21 -0.089 0.8
Si 4.218 8.546 33.872 -0.256 0.149 0.707
Si 6.917 -5.14 34.034 -0.074 0.204 0.773
Si 6.552 4.312 0.02 0.247 -0.093 0.751
Si 9.277 7.141 0.118 0.078 -0.181 0.751
Si 6.92 9.149 0.215 0.035 0.238 0.716
Si 6.384 6.222 33.918 0.161 -0.16 0.698
Si 11.875 15.117 0.003 0.2 -0.007 0.747
Si 11.893 -4.517 34.026 0.074 -0.269 0.73
Si 12.518 3.939 0.068 -0.236 0.031 0.699
Si 14.724 6.924 0.066 0.295 -0.092 0.695
Si 12.625 9.28 0.065 -0.234 0.111 0.769
Si 15.274 12.09 0.065 -0.149 0.039 0.742
Si 2.758 0.029 1.327 -0.001 0.02 -0.053
Si 5.451 2.828 1.476 0.005 0.007 -0.067
Si 2.7 5.416 1.393 -0.021 0.015 -0.036
Si 5.496 8.018 1.634 0.004 -0.007 -0.035
Si 2.667 10.874 1.473 -0.007 0.003 -0.042
Si 5.472 13.655 1.269 0.015 0.009 -0.026
Si 8.132 -0.045 1.276 0.015 -0.016 -0.059
Si 10.892 2.698 1.25 -0.002 0.006 -0.041
Si 8.16 5.454 1.335 -0.009 0.013 -0.055
Si 10.906 8.262 1.357 0.031 -0.012 -0.023
Si 8.104 10.882 1.282 0.014 -0.018 -0.032
Si 10.756 13.541 1.299 -0.025 0.007 -0.05
Si 13.559 -0.003 1.196 0.005 -0.003 -0.06
Si -0.073 2.675 1.455 -0.016 -0.002 -0.031
Si 13.614 5.432 1.472 -0.007 0.005 -0.034
Si -0.005 8.177 1.294 0.025 -0.014 -0.043
Si 13.688 10.903 1.358 0.012 0.018 -0.072
Si 0.059 13.587 1.466 0.008 -0.029 -0.066
Si 1.335 1.299 2.736 0.015 0.002 0.016
Si 4.049 4.117 2.834 0.003 0 0.033
Si 1.362 6.84 2.689 -0.012 -0.004 0.019
Si 4.063 9.488 2.769 -0.004 0.007 0.019
Si 1.368 12.233 2.862 0.01 0.009 0.049
Si 4.137 15.006 2.687 -0.008 -0.002 0.021
Si 6.816 1.347 2.674 0.009 -0.005 0.009
Si 9.533 4.053 2.635 0.016 0.013 0.015
Si 6.885 6.7 2.899 0.019 -0.027 0.045
Si 9.534 9.609 2.701 -0.019 -0.001 0.017
Si 6.768 12.247 2.667 -0.017 -0.009 0.012
Si 9.451 14.916 2.703 0.015 0.031 0.027
Si 12.244 1.346 2.654 -0.009 -0.017 0.023
Si 14.976 4.093 2.816 0.006 -0.003 0.007
Si 12.192 6.814 2.733 -0.004 0.007 0.017
Si 14.99 9.512 2.742 -0.002 -0.002 0.044
Si 12.219 12.242 2.637 0.003 0 0.005
Si 14.919 14.994 2.642 -0.002 0.016 0.009
Si -0.037 -0.031 4.078 0.019 -0.013 0.006
Si 2.688 2.691 4.103 -0.001 -0.006 -0.016
Si 0.03 5.478 4.1 0.009 0.001 0.005
Si 2.7 8.151 4.117 -0.006 -0.01 -0.002
Si -0.014 10.861 4.152 0.015 -0.014 0.001
Si 2.778 13.637 4.091 -0.011 -0.002 -0.003
Si 5.462 0.021 4.079 -0.003 -0.014 -0.001
Si 8.183 2.705 4.032 -0.013 0.016 -0.002
Si 5.442 5.41 4.204 -0.011 0.017 0.005
Si 8.228 8.187 4.103 0.006 0.002 -0.009
Si 5.433 10.89 4.068 0.018 0.022 -0.001
Si 8.118 13.576 4.078 0.002 0.004 -0.003
Si 10.867 -0.018 4.02 -0.008 0 -0.024
Si 13.577 2.696 4.082 -0.002 -0.007 -0.025
Si 10.854 5.417 4.059 -0.006 0.008 -0.005
Si 13.59 8.163 4.079 -0.001 0.009 -0.025
Si 10.894 10.921 4.075 -0.018 0.009 0
Si 13.571 13.615 4.008 0.009 -0.007 0.004
Si 1.378 -1.381 16.316 -0.005 0.007 -0.013
Si 4.071 1.356 16.342 0.008 0.012 -0.007
Si 1.373 4.088 16.333 -0.004 0.005 -0.006
Si 4.076 6.808 16.33 0.007 -0.006 -0.001
Si 1.34 9.51 16.326 -0.008 0 -0.005
Si 4.082 12.249 16.344 -0.002 0 0.001
Si 6.803 -1.368 16.336 0.002 -0.009 0
Si 9.544 1.387 16.297 -0.002 0.002 -0.012
Si 6.792 4.064 16.305 -0.003 -0.009 -0.007
Si 9.508 6.803 16.315 0.004 -0.005 -0.005
Si 6.788 9.527 16.35 -0.014 0.002 -0.002
Si 9.508 12.25 16.31 0.006 -0.009 -0.007
Si 12.255 -1.361 16.304 -0.011 0.001 -0.006
Si 14.966 1.374 16.288 0.003 0.007 -0.015
Si 12.241 4.071 16.305 0.001 -0.003 -0.005
Si 14.97 6.822 16.318 0 -0.001 -0.007
Si 12.249 9.503 16.302 0.001 0.002 -0.015
Si -1.347 12.245 16.314 0.01 0.009 -0.004
Si 2.728 -0.038 17.696 -0.018 -0.002 -0.009
Si 5.425 2.734 17.688 0 -0.005 0.02
Si 2.699 5.483 17.705 -0.011 -0.007 0.002
Si 5.424 8.159 17.706 -0.007 0.009 0.018
Si 2.676 10.895 17.664 -0.01 -0.002 0.01
Si 5.447 -2.722 17.729 0.001 0.011 0.007
Si 8.206 0.011 17.63 0.013 0.007 0.005
Si 10.889 2.73 17.7 0.002 0.008 0.001
Si 8.169 5.401 17.654 0 0.007 -0.001
Si 10.851 8.188 17.664 -0.004 -0.001 0.021
Si 8.15 10.911 17.694 0.007 -0.007 -0.008
Si 10.9 -2.736 17.649 -0.009 -0.001 0.011
Si 13.586 0.047 17.641 0.006 -0.008 -0.003
Si 0.039 2.678 17.661 -0.006 -0.008 0.021
Si 13.599 5.448 17.63 0.001 0.008 0.005
Si 0.003 8.155 17.729 0.007 -0.006 0.003
Si 13.652 10.828 17.645 0.005 -0.006 -0.005
Si -0.003 -2.701 17.684 0.003 -0.009 0.013
Si 1.356 1.28 19.066 -0.014 -0.014 -0.007
Si 4.038 4.107 19.042 0.006 0.001 -0.026
Si 1.366 6.833 19.135 0.017 -0.01 -0.02
Si 4.014 9.543 19.025 -0.007 -0.009 -0.029
Si 1.301 12.215 19.06 -0.012 -0.015 -0.021
Si 4.071 -1.379 19.098 0.011 -0.001 -0.005
Si 6.826 1.341 18.976 0.01 0.003 -0.04
Si 9.521 4.079 19.067 -0.009 0.007 -0.009
Si 6.822 6.751 18.999 -0.02 -0.006 -0.016
Si 9.516 9.573 19.053 0.004 0.003 -0.016
Si 6.829 12.265 19.103 0.009 -0.009 -0.004
Si 9.604 -1.305 18.995 0.011 0.014 -0.038
Si 12.247 1.368 19.062 -0.006 -0.016 -0.009
Si -1.312 4.094 18.937 0.01 0.018 -0.045
Si 12.193 6.782 18.972 0.003 -0.023 -0.04
Si -1.356 9.502 19.102 -0.014 0.014 0.002
Si 12.272 12.165 18.945 -0.018 0.006 -0.031
Si -1.347 -1.259 18.983 0.005 0.007 -0.025
Si -0.053 0.01 20.513 -0.002 0.022 0.045
Si 2.734 2.651 20.373 0.014 0.009 0.05
Si 0.014 5.376 20.399 -0.007 -0.028 0.068
Si 2.663 8.271 20.515 0.002 0.009 0.048
Si -0.054 10.882 20.519 0.006 0.012 0.043
Si 2.665 -2.75 20.42 0.003 -0.004 0.036
Si 5.519 -0.026 20.377 0.017 -0.007 0.068
Si 8.174 2.67 20.378 -0.003 -0.015 0.043
Si 5.415 5.47 20.386 -0.012 -0.002 0.031
Si 8.164 8.132 20.341 0.005 0.016 0.027
Si 5.388 10.885 20.378 -0.012 -0.011 0.046
Si 8.265 -2.64 20.365 0.018 -0.007 0.032
Si 10.957 -0.014 20.477 -0.004 -0.012 0.056
Si 13.639 2.79 20.294 -0.007 0.006 0.04
Si 10.852 5.48 20.417 -0.001 0.021 0.057
Si 13.544 8.099 20.35 -0.015 0.002 0.066
Si 10.959 10.884 20.418 -0.001 -0.023 0.028
Si 13.609 -2.705 20.17 -0.008 -0.004 0.043
Si 1.043 -1.698 21.752 0.098 0.219 -0.701
Si 4.419 1.587 21.641 -0.172 -0.093 -0.729
Si 1.165 3.76 21.706 0.062 0.164 -0.74
Si 4.3 7.095 21.702 -0.104 -0.119 -0.772
Si 1.544 9.87 21.944 -0.191 -0.236 -0.727
Si 3.838 12.028 21.736 0.151 0.098 -0.767
Si 7.097 -1.131 21.738 -0.121 -0.177 -0.768
Si 9.302 1.089 21.736 0.126 0.166 -0.798
Si 6.585 3.861 21.622 0.161 0.131 -0.75
Si 9.727 7.082 21.757 -0.092 -0.185 -0.745
Si 6.542 9.248 21.582 -0.018 0.079 -0.726
Si 9.93 -3.708 21.626 -0.047 -0.083 -0.763
Si 12.247 -1.617 21.687 -0.042 0.256 -0.639
Si -1.211 1.72 21.745 -0.037 -0.25 -0.692
Si 12.464 4.292 21.629 -0.191 -0.051 -0.74
Si -1.66 6.482 21.606 0.14 0.058 -0.774
Si 12.032 9.233 21.743 0.085 0.171 -0.749
Si -1.306 -3.788 21.645 0.014 -0.274 -0.68
Si 9.362 3.342 31.14 -0.01 0.075 0.043
Si 13.284 8.093 27.478 -0.047 -0.123 0.072
Si 2.391 4.419 32.118 -0.013 -0.075 0.094
Si 1.418 11.273 27.015 -0.025 0.004 0.05
Si -0.332 1.607 32.31 -0.055 0.097 0.063
Si 10.668 2.946 23.835 0 0.06 -0.186
Si 9.069 10.728 26.365 0.089 0.158 0.118
Si 11.622 4.147 29.063 0.031 -0.036 0.079
Si 10.842 7.075 28.973 0.003 0.072 0.011
Si 10.946 7.74 31.999 0.034 -0.009 0.131
Si 1.85 -2.209 26.802 -0.074 -0.058 -0.095
Si 13.606 10.936 23.895 -0.043 -0.041 -0.147
Si 4.2 4.928 29.971 -0.071 0.047 -0.017
Si 2.49 5.597 23.843 -0.002 -0.1 -0.19
Si 3.435 1.31 24.487 -0.078 0.079 0.014
Si 7.888 7.062 28.762 0.118 -0.036 -0.083
Si 1.082 -4.911 31.383 0.104 0.018 0.036
Si 5.066 0.558 26.945 0.004 0.001 -0.036
Si 14.189 -0.163 23.821 -0.042 0.071 -0.152
Si 0.72 2.77 29.941 0.115 0.051 0.098
Si 13.958 5.459 26.207 -0.023 0.033 -0.021
Si 0.022 9.574 24.762 0.111 0.096 -0.243
Si -1.645 4.646 29.09 -0.122 -0.008 0.093
Si 5.774 -3.031 23.884 0.054 0.033 -0.199
Si 12.197 2.903 26.455 0.057 0.092 -0.046
Si -0.628 7.341 29.347 0.03 -0.01 0.02
Si 7.126 5.325 30.935 -0.135 -0.004 0.265
Si 3.838 9.613 28.154 -0.032 -0.037 0.052
Si 12.191 10.789 26.534 -0.125 0.021 -0.079
Si 7.848 -0.892 32.123 0.026 0.055 0.077
Si -2.516 -0.552 32.146 -0.095 -0.097 0.022
Si 7.098 4.873 26.577 -0.091 -0.067 -0.051
Si 8.753 0.751 29.834 -0.028 0.055 -0.043
Si 6.715 9.739 28.124 -0.012 0.081 -0.121
Si 11.688 -3.848 29.025 0.067 -0.104 -0.064
Si -1.306 9.528 31.371 -0.001 -0.134 0.047
Si 4.056 4.004 25.838 0.162 -0.07 -0.044
Si 13.815 -1.64 29.258 0.081 0.043 -0.049
Si 2.445 7.165 29.009 -0.004 0.043 0.048
Si 5.668 -3.176 32.026 -0.097 -0.042 0.088
Si 4.942 -2.257 26.86 0.056 -0.076 -0.004
Si 7.735 1.937 27.281 0.03 -0.073 0.023
Si 9.873 -0.087 27.313 -0.022 0.061 0.041
Si 3.176 9.237 30.918 0.146 -0.001 0.263
Si 6.32 -3.764 29.08 0.038 0.07 0.046
Si 12.96 0.105 26.726 0.014 0.014 0.141
Si 0.251 -3.248 29.038 -0.012 -0.091 -0.043
Si -0.393 6.781 24.355 -0.066 -0.095 -0.062
Si 8.412 5.171 23.844 0.023 0.008 -0.243
Si 1.036 -0.407 24.391 0.006 0.058 -0.129
Si 8.927 -2.923 27.847 0.011 -0.069 -0.006
Si 12.343 10.512 31.284 0.036 0.107 0.086
Si 3.323 2.514 28.439 0.062 0 -0.009
Si 8.015 11.133 23.64 -0.107 0.095 -0.186
Si 1.356 14.954 5.434 0.009 -0.003 0.007
Si 4.079 1.352 5.445 -0.004 0.002 0.013
Si 1.358 4.084 5.455 0.016 0.015 0.013
Si 4.073 6.809 5.488 0.005 0.009 0.015
Si 1.354 9.507 5.488 0.012 0.013 0.013
Si 4.1 12.25 5.452 -0.015 0.006 0.009
Si 6.794 14.959 5.441 0.001 -0.01 0.012
Si 9.531 1.349 5.405 0.003 -0.007 0.003
Si 6.824 4.021 5.468 -0.003 -0.014 0.006
Si 9.545 6.796 5.455 -0.002 0.002 0.004
Si 6.811 9.531 5.426 -0.001 -0.006 0.001
Si 9.515 12.255 5.436 0.002 0.001 0.009
Si 12.226 14.959 5.402 0.002 0.006 -0.004
Si 14.948 1.351 5.439 -0.004 0.006 0.008
Si 12.222 4.068 5.429 -0.003 0.004 0.005
Si 14.953 6.81 5.446 0.006 0.004 0.005
Si 12.236 9.533 5.432 0.003 -0.008 0.01
Si 14.921 12.259 5.422 -0.02 0.003 0.006
Si 2.71 -0.003 6.8 0.002 -0.001 -0.003
Si 5.445 2.69 6.823 0.005 0.001 0.003
Si 2.719 5.43 6.827 0.003 -0.002 -0.004
Si 5.448 8.182 6.808 -0.009 0.003 0.003
Si 2.728 10.888 6.808 0.001 -0.002 0.008
Si 5.447 13.606 6.817 0 0.004 0.001
Si 8.169 0 6.785 -0.003 -0.003 0.006
Si 10.87 2.71 6.792 0.003 0.008 -0.006
Si 8.164 5.434 6.8 -0.003 0.003 -0.01
Si 10.9 8.159 6.807 0.003 -0.008 0.004
Si 8.166 10.883 6.797 0.009 0.003 -0.01
Si 10.877 13.613 6.79 -0.006 0 0.006
Si 13.586 -0.013 6.786 0.006 -0.001 -0.004
Si -0.014 2.722 6.798 0.002 -0.006 0.003
Si 13.593 5.432 6.788 -0.005 -0.002 0.004
Si -0.014 8.153 6.83 0 -0.002 -0.002
Si 13.583 10.896 6.799 -0.004 0.004 -0.002
Si -0.009 13.593 6.787 0.007 -0.004 -0.001
Si 1.356 1.365 8.156 0.013 0.008 -0.004
Si 4.09 4.071 8.171 0.002 0.008 0.002
Si 1.353 6.791 8.178 0.001 -0.002 -0.006
Si 4.087 9.532 8.172 0.009 0.008 0
Si 1.352 12.24 8.158 -0.004 -0.005 0.002
Si 4.072 -1.36 8.164 -0.01 -0.015 0.001
Si 6.808 1.338 8.171 -0.013 -0.004 -0.004
Si 9.522 4.077 8.161 -0.001 -0.007 -0.007
Si 6.8 6.799 8.156 -0.001 -0.003 0
Si 9.522 9.517 8.156 -0.013 -0.006 -0.007
Si 6.811 12.242 8.165 0.005 0.006 -0.002
Si 9.523 -1.353 8.157 0.009 0.007 -0.001
Si 12.235 1.353 8.15 0.006 0.005 0.003
Si 14.95 4.078 8.159 -0.001 0 -0.002
Si 12.251 6.797 8.163 0.008 0.011 -0.001
Si 14.948 9.534 8.163 0.003 -0.003 0.003
Si 12.226 12.248 8.16 0.002 -0.003 -0.006
Si 14.957 -1.361 8.15 -0.007 0.001 -0.007
Si -0.002 0 9.514 0 0.005 -0.002
Si 2.72 2.716 9.522 -0.002 0.001 -0.001
Si -0.008 5.432 9.529 0 -0.001 0
Si 2.722 8.16 9.52 -0.002 -0.001 0.003
Si -0.002 10.88 9.522 0.002 0.002 0.001
Si 2.713 13.6 9.52 0 0.006 -0.002
Si 5.439 -0.011 9.528 0.01 -0.004 -0.002
Si 8.16 2.718 9.52 -0.006 0.007 -0.001
Si 5.443 5.442 9.524 -0.006 0 0.006
Si 8.16 8.159 9.517 0.007 0.001 -0.003
Si 5.448 10.888 9.529 -0.005 0.002 -0.002
Si 8.167 13.603 9.521 0 -0.003 -0.001
Si 10.879 0.002 9.522 -0.007 -0.003 -0.004
Si 13.594 2.713 9.514 -0.001 0.001 0
Si 10.881 5.439 9.519 0.005 0.001 -0.002
Si 13.599 8.165 9.524 0.005 -0.008 0
Si 10.873 10.882 9.521 0.001 0.002 -0.001
Si 13.599 13.601 9.515 0.002 -0.007 -0.002
Si 1.36 -1.356 10.88 0.001 -0.008 -0.001
Si 4.082 1.358 10.883 -0.001 0.003 -0.002
Si 1.36 4.075 10.883 0 0 0.002
Si 4.079 6.801 10.883 0.006 0.001 0
Si 1.362 9.518 10.88 0.002 0.002 0
Si 4.079 12.244 10.881 -0.003 -0.001 0
Si 6.801 -1.368 10.884 -0.003 -0.007 -0.002
Si 9.519 1.362 10.882 0.002 0 0.001
Si 6.802 4.08 10.882 0.001 -0.001 0.002
Si 9.52 6.802 10.878 -0.005 -0.003 0.001
Si 6.802 9.519 10.883 -0.002 -0.004 0.001
Si 9.519 12.241 10.886 -0.003 0.003 -0.001
Si 12.241 -1.361 10.878 0.001 0.006 -0.001
Si 14.962 1.36 10.876 0.003 0.005 -0.004
Si 12.239 4.076 10.875 0.011 0.002 -0.003
Si 14.961 6.806 10.881 -0.007 0.005 0
Si 12.233 9.521 10.88 -0.002 -0.001 -0.002
Si 14.959 12.243 10.878 0.002 -0.001 -0.001
Si 2.722 0.003 12.245 0.006 0.005 0.002
Si 5.442 2.719 12.242 -0.001 0.005 0
Si 2.72 5.438 12.242 -0.003 0 0
Si 5.435 8.164 12.245 -0.005 -0.002 0.003
Si 2.725 10.877 12.238 -0.001 0.003 -0.003
Si 5.439 13.599 12.245 0.004 0.002 -0.004
Si 8.158 -0.001 12.238 -0.009 -0.002 -0.003
Si 10.879 2.722 12.239 -0.002 0.003 0.002
Si 8.156 5.448 12.239 0.008 0 0.001
Si 10.875 8.161 12.244 0.001 -0.003 0.001
Si 8.159 10.878 12.246 -0.002 -0.001 0.002
Si 10.879 13.603 12.242 0.001 -0.008 0
Si 13.608 -0.004 12.233 -0.002 0 -0.002
Si 0.002 2.717 12.243 -0.002 -0.003 0.002
Si 13.6 5.441 12.23 0 -0.002 -0.006
Si 0.003 8.16 12.243 0.004 -0.005 0.002
Si 13.595 10.885 12.233 0.006 -0.004 -0.002
Si 0.007 13.596 12.238 -0.004 0.003 0.003
Si 1.364 1.363 13.609 -0.013 0.004 0.006
Si 4.083 4.079 13.602 0.009 -0.003 0
Si 1.362 6.797 13.604 0.003 -0.002 0.009
Si 4.077 9.524 13.611 -0.002 -0.001 -0.001
Si 1.371 12.236 13.599 0.01 -0.014 -0.001
Si 4.088 -1.353 13.604 -0.001 -0.006 0.005
Si 6.798 1.352 13.602 0.009 0 -0.001
Si 9.518 4.09 13.593 -0.006 0.002 0.006
Si 6.793 6.806 13.604 -0.007 0.001 -0.002
Si 9.516 9.52 13.61 0.007 -0.003 0.008
Si 6.791 12.233 13.603 -0.009 0.001 0.005
Si 9.516 -1.356 13.601 -0.004 0.012 0.001
Si 12.248 1.358 13.586 0.007 -0.005 0.003
Si 14.964 4.092 13.591 -0.01 0.01 -0.005
Si 12.241 6.794 13.592 0.008 -0.012 -0.002
Si 14.959 9.529 13.589 -0.008 0.008 0.002
Si 12.238 12.241 13.599 -0.005 0.009 0.001
Si 14.97 -1.364 13.594 0.011 -0.004 0.002
Si 0.01 -0.011 14.961 -0.007 -0.011 0.001
Si 2.728 2.725 14.97 0.001 0.003 0.003
Si 0.003 5.44 14.968 -0.008 0 0.007
Si 2.714 8.161 14.967 0.002 -0.004 -0.004
Si 0.003 10.879 14.954 -0.001 0.005 -0.003
Si 2.737 -2.724 14.955 0.002 -0.002 -0.004
Si 5.441 0.001 14.98 -0.003 0.003 0.002
Si 8.161 2.722 14.942 0 0.009 -0.005
Si 5.434 5.444 14.965 0.002 -0.003 0
Si 8.143 8.167 14.971 -0.01 -0.002 0
Si 5.434 10.882 14.979 0.002 -0.004 0.003
Si 8.147 -2.719 14.952 -0.003 -0.004 -0.002
Si 10.891 0.003 14.95 0.004 0.003 -0.001
Si 13.604 2.728 14.935 0.001 -0.004 -0.003
Si 10.878 5.444 14.959 0.003 -0.002 0.003
Si 13.606 8.157 14.939 0.006 0.001 0.001
Si 10.882 10.883 14.964 -0.002 0.002 0.001
Si 13.61 -2.723 14.949 0.001 -0.006 0
O 7.961 3.972 30.643 -0.271 -0.339 -0.287
O 1.496 5.474 32.908 -0.023 0.073 -0.355
O 2.807 10.766 27.679 0.272 0.263 -0.109
O 6.809 -2.09 32.294 0.088 0.009 0.054
O 10.666 3.836 30.318 0.266 -0.134 0.007
O -2.111 -1.953 32.839 -0.25 -0.386 -0.224
O 1.819 1.025 24.538 -0.428 0.525 -0.032
O 6.915 5.553 32.524 0.252 -0.387 -0.068
O -0.377 -5.524 31.664 -0.43 0.357 0.331
O -1.564 5.084 27.545 0.344 0.036 -0.053
O 13.222 1.706 26.852 0.57 0.215 0.164
O 2.639 7.768 30.507 -0.009 -0.269 0.347
O 6.149 -4.56 32.713 -0.259 -0.307 -0.487
O 4.309 -2.631 32.724 -0.258 -0.236 -0.535
O 14.206 1.276 23.052 -0.35 0.342 0.298
O 11.081 -2.672 22.21 0.029 -0.253 0.588
O 5.255 -2.555 25.318 -0.214 0.007 -0.097
O -1.852 8.958 32.784 -0.562 0.242 -0.175
O 8.791 10.414 24.829 0.31 -0.426 -0.028
O -1.012 7.183 22.918 -0.071 0.566 0.018
O 13.531 4.753 33.575 0.139 0.097 -0.576
O 9.958 1.705 23.091 0.146 -0.204 0.352
O 10.723 7.057 30.574 -0.028 -0.255 -0.007
O 5.46 8.16 22.192 0.123 0.082 0.586
O -0.128 -2.776 22.181 -0.039 0.035 0.411
O 10.811 1.847 33.705 0.001 -0.078 -0.104
O 2.624 -0.774 33.626 0.056 0.012 -0.406
O 0.326 -4.639 28.169 -0.593 -0.27 0.247
O 1.729 -1.206 23.156 0.695 -0.127 0.143
O 7.234 4.517 22.958 -0.249 0.008 0.316
O 11.866 6.728 32.861 0.123 0.14 -0.279
O 2.012 4.301 22.994 0.183 -0.066 0.133
O 10.795 -3.373 33.6 0.063 -0.028 -0.286
O 3.218 5.23 25.227 -0.142 0.451 0.322
O 12.8 9.797 23.067 0.007 0.056 0.398
O 9.561 8.016 32.785 -0.437 -0.209 -0.321
O -1.423 0.503 32.668 0.003 0.003 0.642
O 8.178 0.001 22.235 0.13 0.189 0.291
O 3.562 6.461 23.004 -0.11 -0.139 0.221
O 12.029 8.063 28.512 -0.214 0.343 0.352
O 12.532 -2.573 29.504 -0.306 0.148 0.36
O 9.593 4.11 24.074 -0.131 0.007 0.515
O 9.21 -1.394 32.832 0.168 0.166 -0.222
O 0.925 9.462 23.405 0.159 -0.202 0.263
O 8.964 1.085 26.63 0.015 0.172 -0.35
O 10.854 8.188 22.231 -0.257 0.081 0.263
O 5.319 7.394 33.486 -0.065 0.135 -0.506
O 9.461 3.766 32.693 -0.202 0.365 -0.114
O 11.869 3.531 22.933 0.27 0.029 0.199
O -0.178 -3.425 33.799 0.189 -0.225 -0.313
O -1.277 5.606 25.018 -0.078 -0.344 -0.1
O 4.526 -3.601 23.034 -0.079 0.093 0.39
O -0.93 3.046 32.768 0.242 0.093 -0.235
O -1.306 10.422 24.472 -0.016 0.12 0.09
O 13.678 -0.741 27.908 0.163 -0.132 0.072
O 1.8 2.202 28.888 -0.334 -0.269 -0.476
O 3.077 8.194 27.924 -0.252 -0.335 -0.547
O 1.799 -4.667 32.809 0.546 -0.091 -0.276
O 5.483 2.75 22.095 -0.04 0.158 0.438
O 6.906 8.331 28.869 -0.559 0 0.293
O -0.437 8.108 25.257 -0.259 -0.006 0.707
O 1.113 -2.141 28.239 0.111 0.515 0.316
O 13.2 4.083 29.477 0.128 -0.492 0.121
O 3.276 3.429 27.119 -0.385 0.191 0.03
O 12.425 -4.452 27.715 0.325 0.17 -0.096
O 1.476 3.726 30.997 -0.118 -0.004 -0.082
O 9.017 6.477 23.1 -0.037 0.294 0.332
O 13.535 -0.291 25.277 0.154 -0.075 0.186
O 8.746 -4.038 26.691 -0.094 0.317 -0.298
O -2.457 -0.656 30.546 0.187 0.525 -0.076
O 2.73 10.952 22.284 0.16 0.155 0.554
O -0.013 2.738 22.241 -0.035 0.096 0.244
O 8.012 10.062 33.524 0.137 -0.147 -0.253
O 5.522 -3.378 30.433 -0.376 0.052 -0.194
O 9.142 11.99 22.888 0.282 -0.154 0.49
O 14.013 12.135 22.884 -0.435 0.424 0.378
O 13.177 6.865 26.418 -0.233 0.026 -0.481
O 6.304 1.547 26.64 -0.112 0.061 -0.269
O 3.717 9.191 32.443 -0.253 0.51 -0.158
O 11.569 9.198 31.766 -0.041 -0.104 -0.063
O 1.021 1.263 33.098 0.096 0.457 -0.028
O 12.392 -0.014 32.73 -0.245 -0.1 -0.459
O 1.701 -3.693 26.175 0.015 -0.034 -0.623
O 13.149 9.503 26.717 0.581 -0.083 -0.021
O 5.68 -0.888 27.328 0.352 -0.104 0.352
O 3.903 0.876 23.007 -0.249 -0.39 0
O 13.284 -1.142 22.878 0.167 -0.03 0.339
O 5.285 1.964 33.672 0.076 -0.089 -0.504
O -0.081 7.347 33.734 0.184 0.18 -0.557
O -0.54 -0.418 24.024 0.04 -0.017 -0.13
O 13.556 5.398 22.153 -0.017 0.041 0.182
O 4.222 9.693 29.752 0.618 0.309 0.12
O 7.253 5.974 27.745 -0.436 0.14 0.132
O 10.214 -3.317 28.71 -0.097 0.047 0.195
O 6.849 -4.2 24.134 -0.05 -0.222 0.27
O 5.752 5.296 30.089 0.119 0.266 -0.436
O 1.2 -1.146 25.803 -0.452 0.294 0.235
O 3.953 2.824 24.728 0.212 0.103 -0.444
O 3.313 5.794 28.916 -0.09 -0.32 -0.375
O 3.089 3.338 33.073 -0.242 -0.332 -0.284
O 9.972 0.226 28.906 0.481 -0.023 0.306
O 1.979 10.287 30.681 -0.207 0.111 -0.605
O 11.341 3.153 27.814 -0.474 -0.186 0.149
O 11.25 2.425 25.241 -0.079 -0.287 0.199
O 7.361 9.948 22.786 0.347 -0.105 0.474
O 7.219 0.407 32.838 0.237 0.123 -0.2
O 10.622 10.371 26.635 0.073 -0.563 0.365
O 1.154 6.41 24.176 -0.01 -0.041 0.182
O 8.001 9.834 27.163 0.135 -0.305 -0.103
O 12.637 11.429 25.104 -0.303 0.236 0.101
O 7.983 6.515 30.279 0.279 0.369 0.345
O 0.019 1.56 30.744 -0.227 -0.721 -0.485
O 6.454 -1.804 23.076 -0.247 0.003 0.304
O 9.406 7.46 28.331 -0.043 0.368 -0.296
O -1.227 -2.629 29.199 -0.037 0.054 0.113
O 3.602 5.218 31.433 0.354 0.682 0.137
O 11.527 -4.95 30.196 -0.447 -0.055 0.116
O 6.736 10.999 29.134 0.243 -0.043 0.329
O 0.85 6.986 28.756 -0.027 -0.066 -0.061
O 5.26 9.719 27.378 -0.03 0.014 -0.508
O 13.721 10.062 30.569 -0.13 0.182 -0.68
O 8.084 -0.51 30.58 -0.041 -0.292 -0.453
O 9.294 1.743 30.977 0.167 -0.229 0.534
O 11.271 5.605 28.484 -0.163 -0.03 -0.434
O 7.715 1.54 28.861 -0.191 0.171 0.258
O 7.78 5.54 25.271 -0.084 0.341 0.237
O -0.497 8.412 30.545 0.529 -0.025 0.268
O 7.896 3.524 27.021 0.338 -0.03 -0.1
O 12.933 4.245 25.933 -0.196 0.089 -0.302
O -1.607 7.986 28.229 0.204 0.279 -0.156
O 12.617 -4.941 32.627 0.262 0.316 -0.296
O 4.168 0.401 25.604 0.001 -0.281 0.13
O 4.138 1.152 28.138 -0.106 -0.219 0.447
O 0.911 -3.579 30.484 -0.009 0.27 0.183
O -0.488 3.555 29.249 -0.005 -0.109 -0.25
O -1.302 5.984 29.941 -0.021 0.093 0.736
O 0.853 10.188 25.989 -0.03 -0.209 0.041
O 9.116 -1.501 27.111 -0.211 -0.043 -0.45
O 5.548 4.492 26.247 0.106 -0.027 -0.185
O 7.664 -2.891 28.857 -0.12 0.548 0.4
O 5.37 -3.491 27.8 -0.308 -0.377 -0.152
O 4.085 3.361 29.587 0.44 -0.293 0.337
O 3.392 -1.928 27.067 -0.12 0.104 0.32
O 11.365 -0.181 26.729 0.047 -0.405 -0.188

Results
total energy: -101657.848 eV
total energy less fixed offsets of O -438.35, Si -107.03 eV per atom: -4.648 eV
